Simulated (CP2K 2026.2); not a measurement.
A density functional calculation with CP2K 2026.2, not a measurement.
Periodic cell of 442 atoms, Si320O122, from a study of silicon, its oxide and their interface. The atomic structure is a simulated model.
Doubt: the forces sum to 1.05 eV/angstrom along one axis rather than to zero, so they err by at least 0.0024 eV/angstrom per atom on average; the grid cutoff is modest.

Settings: functional PBE; method Gaussian and plane waves; basis set DZVP-MOLOPT-SR-GTH; pseudopotentials GTH-PBE; grid cutoff 350 Ry, relative cutoff 50 Ry; k points Gamma only; occupations fixed; spin none; net charge 0.

Cell vectors (angstrom)
a 15.3867 0 0
b 0 15.3866 0
c -7.1679 1.2398 33.7035

Atoms and the computed forces on them: element, x, y, z (angstrom), force x, y, z (eV/angstrom)
Si 8.239 15.163 28.882 0.044 -0.413 0.717
Si 8.207 2.963 29.043 0.16 0.288 0.735
Si 8.248 7.426 29.114 0.083 -0.15 0.758
Si 8.313 10.543 29.016 0.002 0.191 0.699
Si -3.212 15.04 28.892 -0.116 -0.198 0.779
Si -3.211 2.81 28.921 -0.032 0.187 0.778
Si -3.263 7.358 29.081 0.02 -0.166 0.778
Si -3.232 10.44 29.2 0.02 0.034 0.777
Si 0.458 14.342 28.847 0.169 0.274 0.729
Si 0.621 3.951 28.942 -0.054 0.171 0.659
Si 0.636 6.382 29.064 -0.143 -0.28 0.601
Si 0.629 11.201 29.05 0.042 -0.168 0.75
Si 4.457 14.356 28.821 -0.053 0.165 0.751
Si 4.531 3.611 28.865 -0.096 -0.205 0.737
Si 4.442 6.731 29.059 -0.005 0.027 0.736
Si 4.473 11.193 28.938 0 -0.562 0.116
Si -5.19 14.72 30.146 -0.01 0.014 -0.073
Si -5.154 3.203 30.228 0.003 -0.026 -0.025
Si -5.189 7.084 30.384 0.004 0.013 -0.035
Si -5.193 10.798 30.404 0.019 0.001 -0.045
Si -1.35 14.71 30.285 -0.014 -0.006 -0.015
Si -1.271 3.204 30.202 0.012 -0.023 -0.006
Si -1.288 6.996 30.298 -0.008 0.008 -0.01
Si -1.268 10.811 30.384 -0.014 0.008 0
Si 2.478 14.718 30.083 0.003 -0.017 -0.08
Si 2.546 3.277 30.15 -0.016 -0.013 -0.073
Si 2.507 6.947 30.358 0.002 0.027 -0.054
Si 2.575 10.935 30.319 -0.055 0.013 -0.03
Si 6.338 14.727 30.215 -0.005 0.022 -0.026
Si 6.317 3.244 30.36 0.016 -0.008 -0.007
Si 6.339 7.057 30.4 -0.001 0.012 -0.003
Si 6.371 10.911 30.292 0.061 -0.009 -0.015
Si -5.188 1.249 31.579 -0.012 0.01 0.057
Si -5.155 5.099 31.636 0.003 0.013 0.011
Si -5.196 8.939 31.806 0.011 -0.013 0.069
Si -5.176 12.824 31.587 0.013 -0.001 0.02
Si -1.262 1.278 31.593 -0.024 -0.006 0.02
Si -1.365 5.076 31.653 0 -0.002 -0.008
Si -1.245 8.893 31.71 -0.012 0.002 0.028
Si -1.362 12.791 31.661 -0.003 -0.002 0.03
Si 2.509 1.28 31.46 0.034 -0.003 -0.018
Si 2.552 5.057 31.717 -0.014 -0.002 0.049
Si 2.522 8.952 31.617 0.018 0.01 0.016
Si 2.52 12.881 31.623 -0.015 -0.009 0.063
Si 6.293 1.255 31.617 -0.004 -0.001 0.032
Si 6.405 5.133 31.737 0.017 -0.001 0.014
Si 6.309 9 31.698 -0.004 0.024 0.029
Si 6.412 12.841 31.63 0.006 -0.014 0.045
Si 8.267 1.258 32.951 0.006 0.001 -0.022
Si 8.336 5.1 33.042 -0.006 0.002 0.002
Si 8.236 8.958 33.076 0.017 -0.005 -0.005
Si 8.316 12.825 32.995 -0.011 -0.008 0.005
Si -3.237 1.269 32.934 0.012 0.002 -0.025
Si -3.259 5.099 33.029 0.006 0.015 0.013
Si -3.207 8.938 33.052 -0.012 0.018 -0.007
Si -3.279 12.812 33.001 0.015 -0.016 0.008
Si 0.646 1.264 32.945 -0.02 -0.01 0.012
Si 0.584 5.077 33.009 0.018 -0.005 -0.004
Si 0.65 8.941 33.05 -0.01 0 0.011
Si 0.593 12.822 32.99 -0.001 -0.013 -0.02
Si 4.376 1.263 32.948 0.009 0 0.012
Si 4.466 5.108 33.066 0.004 0.011 0.005
Si 4.402 8.972 33.036 0.009 0.022 0.007
Si 4.456 12.846 32.974 -0.006 0.007 -0.016
Si 0.01 13.504 11.599 0.006 -0.005 -0.001
Si -0.003 1.928 11.569 -0.014 0.002 -0.002
Si -0.002 5.808 11.592 0.004 -0.018 0.005
Si 0.019 9.663 11.598 -0.008 0.023 0.006
Si 3.931 13.486 11.523 0.008 0.001 -0.018
Si 3.943 1.917 11.491 -0.019 0.001 -0.029
Si 3.94 5.788 11.511 0.002 -0.003 -0.019
Si 3.92 9.649 11.526 -0.005 -0.002 -0.011
Si 7.756 13.497 11.517 0.015 0.007 -0.01
Si 7.816 1.959 11.541 0.016 -0.001 -0.014
Si 7.803 5.799 11.567 0.002 -0.003 -0.005
Si 7.804 9.623 11.546 0.01 0.019 -0.006
Si 11.635 13.489 11.577 -0.009 0.004 -0.008
Si 11.641 1.952 11.598 0.021 -0.008 -0.003
Si 11.676 5.797 11.588 -0.01 -0.01 0.012
Si 11.639 9.652 11.58 0.005 0.007 0
Si 1.994 13.486 12.849 -0.012 0.022 0.023
Si 1.986 1.902 12.784 0.018 -0.033 -0.013
Si 1.987 5.803 12.813 0.002 0.001 -0.013
Si 1.985 9.656 12.875 -0.007 0.007 0.021
Si 5.849 13.503 12.897 -0.007 -0.008 -0.004
Si 5.874 1.895 12.842 0 0.026 -0.002
Si 5.856 5.767 12.889 0.002 -0.001 0.009
Si 5.862 9.658 12.858 -0.011 -0.019 0.011
Si 9.675 13.49 12.855 -0.025 -0.004 -0.021
Si 9.724 2.001 12.946 -0.006 0.005 0.024
Si 9.757 5.802 12.918 -0.024 0.031 -0.029
Si 9.726 9.588 12.931 -0.019 -0.022 -0.005
Si -1.893 13.519 13.047 0.013 -0.008 0.017
Si -1.879 1.923 13.054 0.041 -0.001 -0.008
Si -1.874 5.811 13.087 0.01 0.011 0.028
Si -1.886 9.706 13.033 0.016 -0.007 -0.014
Si 1.99 15.41 14.178 -0.015 0.004 -0.077
Si 1.978 3.837 14.06 -0.042 0.006 -0.018
Si 1.996 7.704 14.179 0.034 -0.021 -0.032
Si 1.987 11.59 14.223 -0.001 -0.004 -0.057
Si 5.863 15.416 14.276 0.001 -0.001 -0.029
Si 5.875 3.786 14.19 -0.016 0.015 -0.035
Si 5.868 7.734 14.188 -0.024 -0.016 -0.032
Si 5.863 11.573 14.229 -0.015 0.002 -0.032
Si 9.675 15.408 14.204 0.028 0.007 0.008
Si 9.785 3.945 14.341 -0.012 -0.01 0.02
Si 9.817 7.666 14.34 -0.01 -0.011 -0.004
Si 9.668 11.559 14.185 -0.004 0.004 -0.014
Si -1.956 15.404 14.501 0.022 0.025 0.001
Si -1.879 3.833 14.465 0.038 0.033 0.054
Si -1.894 7.806 14.43 0.009 -0.016 -0.035
Si -1.898 11.625 14.469 0.023 -0.034 -0.016
Si 0.135 15.346 15.633 -0.02 0.016 0.05
Si 0.212 3.706 15.58 -0.175 -0.415 -0.391
Si 0.144 7.85 15.601 -0.054 0.014 0.069
Si 0.142 11.629 15.716 -0.036 0.011 0.068
Si 3.899 15.461 15.547 -0.004 -0.002 0.049
Si 3.866 3.801 15.397 0.058 -0.002 0.014
Si 3.915 7.747 15.503 0.035 -0.038 0.015
Si 3.937 11.59 15.546 0.012 0.026 0.013
Si 7.806 15.379 15.616 -0.033 -0.034 0.031
Si 7.797 3.811 15.572 -0.016 -0.023 0.008
Si 7.807 7.647 15.52 -0.007 0.016 0.007
Si 7.78 11.536 15.576 -0.01 -0.015 0.051
Si 11.374 15.418 15.822 0.051 0.006 0.025
Si 11.591 3.883 15.945 0.058 -0.038 0.04
Si 11.633 7.769 15.943 0.012 0.004 0.027
Si 11.431 11.678 15.714 0.058 -0.024 0.068
Si 0.602 13.53 17.016 -0.295 -0.105 -0.788
Si 0.512 1.841 16.924 -0.064 0.023 -0.64
Si -0.03 6.248 17.256 0.033 0.394 -0.417
Si 0.614 9.701 16.936 -0.137 0.101 -0.74
Si 3.71 13.545 16.839 0.164 -0.106 -0.757
Si 3.611 1.997 16.866 0.049 -0.03 -0.679
Si 4.127 5.722 16.634 -0.26 0.129 -0.732
Si 3.731 9.656 16.843 0.547 -0.008 -0.135
Si 8.233 13.434 16.893 0.307 0.029 -0.527
Si 8.255 1.916 16.897 0.343 0.023 -0.526
Si 7.329 5.741 16.803 0.37 -0.009 -0.673
Si 7.98 9.544 16.834 -0.145 0.067 -0.74
Si 10.686 13.495 17.084 0.014 0.065 -0.062
Si 10.718 1.94 17.117 -0.041 0.021 -0.04
Si -3.227 5.827 17.299 -0.347 0.056 -0.717
Si 11.072 9.822 17.091 0.317 -0.157 -0.754
Si 9.981 15.647 23.89 -0.078 -0.105 0.072
Si -1.072 2.277 19.64 0.044 -0.07 -0.077
Si 5.901 12.943 18.909 0.114 0.051 -0.159
Si -1.246 6.608 22.096 -0.045 0.108 -0.03
Si 0.759 8.799 22.308 -0.077 -0.01 0.069
Si 6.508 1.242 21.719 -0.022 0.105 -0.038
Si 7.971 6.539 24.411 -0.055 0.092 -0.017
Si 6.864 5.375 19.599 0.107 -0.037 -0.032
Si -2.48 14.94 24.008 0.085 0.1 0.031
Si -3.773 13.75 19.257 -0.384 -0.072 -0.638
Si 5.125 7.74 23.492 0.123 0.033 0.017
Si 5.405 9.81 18.504 -0.466 -0.109 -0.569
Si -3.389 9.581 19.913 0.073 0.028 -0.052
Si 8.452 5.151 26.952 -0.022 -0.023 0.095
Si -0.578 15.382 21.739 -0.034 -0.022 -0.027
Si 0.616 4.44 20.97 -0.013 -0.119 0.027
Si 9.79 13.207 21.814 0.065 0.073 -0.033
Si 6.761 12.816 24.598 0.031 0.022 0.088
Si 1.78 14.539 23.588 -0.015 -0.058 -0.008
Si -0.364 9.984 19.851 0.036 0.019 -0.127
Si 0.877 11.606 23.85 0.075 0.006 -0.023
Si 2.288 6.043 19.16 -0.082 0.031 -0.107
Si -4.464 10.565 22.684 0.043 -0.037 0.008
Si 6.003 10.082 24.869 0.018 0.008 0.034
Si 5.988 2.387 19.009 0.108 -0.005 -0.137
Si -4.001 1.497 19.355 -0.305 0.173 -0.536
Si 6.954 13.588 21.594 -0.09 0.014 -0.056
Si -3.816 6.615 20.16 0.119 -0.191 0.009
Si -0.867 13.019 19.716 0.1 0.009 -0.055
Si 9.028 9.304 24.646 -0.023 0.012 0.058
Si 0.322 3.212 25.813 0.035 0.044 0.131
Si 4.662 7.519 20.365 0.02 -0.094 -0.091
Si 9.16 5.379 21.737 -0.089 -0.017 -0.107
Si 2.129 3.638 23.353 -0.079 0.035 0.039
Si 9.156 11.719 26.279 -0.05 -0.112 0.099
Si 0.456 7.239 26 0.038 -0.008 0.121
Si -3.427 12.654 26.915 -0.024 0.089 0.085
Si -3.772 5.093 26.922 0.028 -0.012 0.227
Si -1.694 5.475 24.928 0.169 0.041 0.05
Si -2.26 12.051 24.123 -0.078 -0.079 0.001
Si 4.048 1.231 23.697 -0.025 -0.066 -0.005
Si 4.384 9.421 27.316 -0.003 0.556 0.534
Si 2.476 6.618 23.803 -0.113 0.018 0.021
Si 1.446 10.012 26.311 0.014 -0.012 0.103
Si 5.022 1.291 26.689 0.03 -0.023 0.155
Si 7.548 15.284 25.979 0.065 -0.001 0.062
Si 9.412 2.342 21.741 -0.061 -0.131 -0.125
Si -0.04 15.466 25.874 0.039 -0.039 0.049
Si 0.074 13.506 0.646 0 -0.004 0.003
Si 0.078 1.918 0.655 -0.002 -0.011 0
Si 0.069 5.784 0.701 -0.001 0.003 0.005
Si 0.069 9.666 0.675 0 0.01 0.013
Si 3.925 13.509 0.634 -0.011 0.007 -0.004
Si 3.913 1.919 0.65 0.005 -0.001 -0.003
Si 3.93 5.778 0.695 0.009 0.008 0.003
Si 3.923 9.648 0.668 -0.01 -0.007 0.008
Si 7.775 13.504 0.64 0.009 0.004 0.006
Si 7.77 1.919 0.654 0.001 0.006 0.011
Si 7.785 5.765 0.677 0.012 -0.01 0.013
Si 7.776 9.656 0.66 -0.002 0.009 0.011
Si 11.599 13.51 0.643 0.011 0.007 0.003
Si 11.606 1.921 0.661 -0.006 -0.018 0.002
Si 11.608 5.804 0.692 0.001 0.001 0.009
Si 11.594 9.68 0.65 -0.006 -0.004 0.002
Si 2.003 13.504 2.006 0.004 0.004 -0.002
Si 1.998 1.925 2.023 -0.007 0.009 -0.002
Si 2 5.798 2.046 -0.002 -0.005 -0.002
Si 1.999 9.641 2.029 -0.002 -0.003 -0.004
Si 5.846 13.5 2.007 0.006 0.007 0
Si 5.841 1.926 2.016 0.001 -0.001 0.001
Si 5.858 5.783 2.041 -0.007 0.002 -0.001
Si 5.849 9.653 2.025 0.004 -0.001 -0.005
Si 9.687 13.49 2.017 -0.002 -0.012 -0.002
Si 9.687 1.941 2.025 0 0.012 0.002
Si 9.692 5.783 2.049 -0.005 -0.006 0
Si 9.688 9.661 2.029 -0.001 0.004 -0.004
Si 13.531 13.504 2.003 -0.002 -0.005 0.006
Si 13.537 1.926 2.015 0 0.007 0.007
Si 13.53 5.789 2.048 0.007 -0.012 0.003
Si 13.522 9.662 2.017 0.005 0.005 -0.004
Si 2 15.404 3.396 0 -0.004 0.008
Si 1.997 3.858 3.382 -0.008 0 -0.002
Si 1.999 7.723 3.398 -0.002 0.002 0.004
Si 2.001 11.577 3.373 -0.009 0.002 -0.002
Si 5.841 15.406 3.394 -0.01 0.002 0.005
Si 5.848 3.853 3.39 0.01 0.001 0.001
Si 5.847 7.722 3.389 -0.004 0.001 0.005
Si 5.847 11.577 3.383 0.016 -0.002 0.008
Si 9.689 15.408 3.383 0.01 -0.004 0
Si 9.693 3.858 3.396 0.016 0 0.003
Si 9.69 7.725 3.382 0.004 0.004 -0.004
Si 9.687 11.576 3.388 -0.001 0.001 0.006
Si 13.54 15.407 3.389 0.007 -0.001 0.002
Si 13.532 3.853 3.384 -0.017 0.001 0.001
Si 13.538 7.731 3.382 0.003 0.002 -0.004
Si 13.529 11.581 3.375 -0.011 -0.001 -0.004
Si 0.074 15.407 4.75 0.001 0.003 0
Si 0.072 3.865 4.743 0.001 -0.007 -0.002
Si 0.071 7.724 4.749 0.01 -0.001 0
Si 0.073 11.571 4.732 -0.001 0.004 -0.001
Si 3.919 15.408 4.761 -0.003 0.001 0.005
Si 3.917 3.865 4.75 -0.007 -0.002 -0.003
Si 3.922 7.72 4.757 -0.016 0.001 0.001
Si 3.918 11.569 4.747 0.001 0.005 0
Si 7.772 15.41 4.75 0.003 -0.001 -0.002
Si 7.772 3.864 4.754 0.011 -0.003 -0.003
Si 7.773 7.722 4.749 0.009 0.007 0
Si 7.769 11.569 4.749 0.015 0.006 0.002
Si 11.612 15.411 4.744 0.001 0 0.003
Si 11.617 3.863 4.751 -0.008 -0.012 0.007
Si 11.614 7.723 4.742 -0.007 -0.003 0.001
Si 11.612 11.571 4.743 -0.01 0.005 -0.002
Si 0.069 13.484 6.107 -0.006 0.005 0.002
Si 0.073 1.946 6.109 -0.005 -0.009 -0.002
Si 0.073 5.793 6.103 -0.015 0 -0.007
Si 0.075 9.651 6.104 -0.009 -0.001 -0.004
Si 3.917 13.484 6.122 0.002 0.006 0.012
Si 3.913 1.949 6.122 0.003 -0.001 0.007
Si 3.913 5.791 6.117 0.011 0.004 -0.002
Si 3.913 9.646 6.117 0.01 -0.004 0.004
Si 7.777 13.488 6.11 0 -0.004 0.002
Si 7.78 1.945 6.115 0 -0.003 0.003
Si 7.78 5.795 6.11 -0.008 -0.001 -0.001
Si 7.778 9.643 6.111 -0.007 0.009 0.001
Si 11.613 13.489 6.103 0.001 -0.006 -0.004
Si 11.615 1.944 6.11 0.005 0.001 -0.003
Si 11.618 5.797 6.1 0.011 -0.004 -0.006
Si 11.614 9.646 6.103 0.007 0.009 -0.006
Si 1.983 13.483 7.477 -0.009 -0.002 0.002
Si 1.983 1.949 7.486 -0.011 0.001 -0.001
Si 1.983 5.795 7.486 -0.012 -0.006 0.002
Si 1.984 9.645 7.487 -0.013 0.013 0.003
Si 5.855 13.481 7.466 0.023 0.003 0.003
Si 5.851 1.95 7.462 0.006 0.004 0.001
Si 5.85 5.794 7.461 0 -0.004 0
Si 5.85 9.64 7.46 0.01 0 0.001
Si 9.701 13.489 7.473 0.01 0.004 -0.004
Si 9.704 1.951 7.483 0.008 -0.006 0.004
Si 9.708 5.796 7.476 0.004 0.002 0.002
Si 9.703 9.641 7.48 -0.001 0 0.001
Si 13.53 13.485 7.465 -0.012 -0.001 -0.008
Si 13.536 1.946 7.466 -0.002 0 -0.005
Si 13.537 5.797 7.464 -0.004 0 -0.002
Si 13.536 9.649 7.461 -0.003 0 -0.004
Si 1.971 15.405 8.84 -0.001 0.002 0.001
Si 1.97 3.871 8.857 -0.003 -0.013 0.007
Si 1.972 7.719 8.857 0.002 0.005 0.01
Si 1.972 11.57 8.854 0 0.005 0.002
Si 5.862 15.412 8.811 -0.011 0.007 -0.004
Si 5.862 3.874 8.821 -0.002 0.003 -0.003
Si 5.857 7.717 8.819 -0.01 0.008 -0.005
Si 5.858 11.555 8.823 0 -0.008 -0.003
Si 9.716 15.41 8.837 -0.003 -0.006 0
Si 9.719 3.877 8.848 0 -0.015 0.004
Si 9.718 7.715 8.848 0.007 0.013 -0.003
Si 9.707 11.569 8.837 0.003 0.014 -0.004
Si -1.864 15.408 8.821 0.003 0.002 -0.001
Si -1.852 3.872 8.821 0 -0.012 -0.002
Si -1.85 7.726 8.817 0.003 0.004 -0.004
Si -1.856 11.566 8.828 -0.003 0 -0.005
Si 0.029 15.403 10.2 0.011 0.009 0.003
Si 0.028 3.876 10.226 0.001 -0.011 0.002
Si 0.03 7.734 10.224 -0.003 -0.001 0.002
Si 0.035 11.579 10.224 0.004 -0.003 0.009
Si 3.929 15.391 10.145 0 -0.004 0.001
Si 3.93 3.861 10.164 0.001 0.01 -0.003
Si 3.93 7.721 10.172 0.003 -0.009 -0.005
Si 3.927 11.565 10.169 -0.003 0.003 0.004
Si 7.788 15.424 10.175 0.019 -0.001 -0.005
Si 7.787 3.883 10.191 0.002 0.013 -0.002
Si 7.782 7.709 10.185 0 -0.01 0.003
Si 7.782 11.555 10.188 0 -0.001 -0.005
Si 11.631 15.418 10.22 -0.007 -0.013 -0.001
Si 11.649 3.872 10.221 -0.011 0.01 -0.007
Si 11.651 7.722 10.218 -0.023 -0.005 -0.007
Si 11.627 11.569 10.209 -0.012 -0.004 -0.01
O 0.568 4.846 16.72 0.239 -0.108 -0.005
O 6.608 12.904 23.003 -0.187 -0.342 -0.067
O -1.841 9.567 20.343 -0.016 -0.321 0.323
O 7.867 5.703 18.352 0.757 0.271 0.327
O 1.6 3.436 24.861 0.422 0.002 0.214
O -0.566 1.907 18.15 -0.328 -0.107 -0.051
O -1.61 6.006 17.58 0.052 0.197 0.377
O 10.81 13.348 20.593 0.141 -0.281 0.152
O 2.185 13.495 17.428 0.045 -0.188 0.551
O 4.706 2.155 18.058 0.071 -0.086 0.044
O -0.279 9.596 18.29 -0.522 -0.35 0.004
O 0.023 5.855 21.453 0.408 0.206 0.075
O 2.181 9.689 17.438 0.16 0.23 0.449
O 7.347 13.355 18.29 0.109 -0.016 0.328
O 7.367 1.898 18.293 0.283 -0.369 0.246
O 5.709 5.726 17.027 -0.085 0.275 0.084
O 6.869 9.293 18.009 -0.061 -0.243 0.44
O 9.483 9.631 17.486 -0.054 -0.107 0.39
O -0.161 13.703 18.439 -0.08 0.177 0.246
O -3.825 5.681 18.824 -0.354 -0.56 0.065
O -4.968 12.701 26.442 -0.015 0.288 -0.001
O -3.337 6.377 27.793 0.023 0.175 -0.166
O 10.183 1.7 20.449 -0.272 -0.249 0.121
O 7.531 9.865 24.387 0.054 0.202 -0.396
O 7.144 15.164 21.776 0.515 0.012 0.119
O 3.234 5.527 17.969 -0.009 -0.261 0.042
O 7.764 5.374 25.514 -0.529 -0.276 -0.045
O 1.347 11.314 25.372 0.311 0.391 0.145
O 8.823 15.625 25.032 0.07 0.147 -0.037
O 10.097 11.938 22.746 -0.003 0.194 0.495
O 9.78 3.9 21.801 0.634 -0.085 0.249
O 0.811 15.313 22.55 0.252 0.28 -0.066
O 4.213 1.381 25.299 -0.446 -0.06 -0.091
O -2.784 13.435 23.474 -0.212 -0.061 -0.294
O 8.095 14.585 27.351 0.271 -0.359 -0.063
O 5.497 1.324 22.976 0.184 0.137 0.307
O 3 9.608 26.482 0.084 -0.065 -0.596
O 5.607 11.372 18.825 -0.132 0.032 0.02
O 8.854 7.751 25.052 0.436 -0.066 0.18
O 8.357 12.983 21.106 -0.025 -0.227 -0.551
O 8.37 11.497 27.683 -0.185 0.428 0.024
O 10.002 9.409 23.353 -0.056 -0.467 -0.492
O -2.422 12.857 19.325 -0.012 -0.514 -0.296
O 7.92 3.814 27.674 -0.373 -0.068 -0.382
O -3.971 8.116 19.617 -0.461 0.021 -0.254
O -2.449 6.596 21.023 0.181 -0.092 0.027
O 4.705 2.626 27.565 0.086 0.093 -0.412
O 0.625 8.798 25.625 -0.356 0.258 -0.628
O -0.697 11.928 23.807 -0.105 -0.09 -0.123
O 0.685 3.566 27.345 0.128 0.024 -0.172
O 1.23 14.847 25.085 0.481 -0.032 0.523
O 5.836 13.332 20.471 -0.697 -0.139 0.321
O 8.819 5.937 23.196 0.354 -0.059 0.023
O 1.945 4.778 20.111 0.512 -0.489 0.275
O 0.731 9.168 20.719 0.302 -0.366 -0.185
O 7.777 5.39 20.916 -0.188 -0.069 -0.002
O -0.123 1.675 25.724 -0.268 0.064 -0.209
O -3.579 10.305 18.478 0.192 0.607 -0.081
O 5.668 9.431 26.312 0.597 -0.272 0.023
O 0.805 6.998 27.55 0.292 0.173 -0.067
O 3.229 2.495 23.105 -0.031 -0.073 -0.571
O 8.132 6.457 27.826 -0.333 0.147 -0.326
O 5.716 1.514 20.34 -0.558 -0.249 -0.073
O -3.203 1.237 28.428 -0.136 -0.072 -0.538
O -3.079 10.796 23.504 0.242 -0.513 0.158
O -3.23 8.92 28.57 -0.238 -0.006 -0.51
O -4.201 10.229 21.135 -0.288 0.184 -0.079
O 8.268 8.967 28.545 0.112 0.047 -0.193
O -2.688 2.392 19.712 0.017 0.482 0.177
O -3.078 14.099 27.557 0.252 0.008 -0.438
O 4.546 15.357 27.525 -0.027 0.068 -0.112
O -0.759 13.952 21.017 -0.106 -0.319 0.2
O 6.148 3.94 19.407 -0.376 0.222 -0.088
O -0.512 1.156 20.642 0.189 0.068 0.064
O 9.751 14.475 22.806 -0.043 0.007 0.092
O 8.227 12.402 25.153 0.325 -0.005 -0.16
O -3.243 11.508 28.004 0.199 0.095 -0.175
O 0.166 15.113 27.438 -0.22 0.269 -0.002
O 8.307 1.391 28.634 -0.016 0.077 -0.121
O 5.115 9.342 23.746 -0.303 0.237 -0.135
O 9.668 10.248 25.798 0.262 -0.059 0.112
O -1.761 5.758 23.358 -0.326 -0.393 -0.197
O 0.51 12.741 28.5 0.132 0.105 -0.528
O -3.174 3.74 27.583 0.201 -0.032 -0.51
O -0.685 8.062 22.595 -0.451 0.35 0.138
O 3.134 7.164 19.961 -0.422 0.187 0.275
O 4.53 5.207 28.401 0.18 0.168 -0.427
O 4.835 7.455 21.95 -0.152 -0.004 -0.043
O 1.712 12.92 23.34 0.151 -0.25 -0.29
O 9.923 1.661 23.103 0.264 0.349 0.272
O -1.81 15.715 22.75 -0.364 0.402 -0.109
O 5.008 9.011 19.85 -0.073 0.341 0.552
O -0.482 3.713 20.05 -0.463 0.512 -0.13
O 4.385 7.921 27.944 0.092 0.048 -0.101
O 5.705 11.667 25.023 -0.508 0.347 0.202
O -3.454 15.344 19.405 0.437 -0.095 -0.115
O -5.352 4.981 26.811 0.003 0.067 -0.39
O 0.882 6.629 18.561 -0.163 0.463 0.279
O 6.532 7.084 23.931 -0.004 0.029 -0.039
O -3.201 5.269 25.437 -0.29 0.201 -0.377
O -2.461 12.203 25.715 0.24 0.037 0.031
O 4.732 13.706 18.101 -0.019 0.452 0.331
O 1.466 6.414 25.048 0.001 -0.559 -0.02
O 7.789 2.239 21.713 -0.28 0.49 0.174
O 5.703 6.479 19.722 0.123 -0.143 -0.273
O 10.297 6.293 21.071 0.036 0.396 0.059
O -0.872 4.136 25.266 -0.073 -0.224 -0.048
O -1.42 14.901 25.236 -0.229 -0.291 0.184
O -1.043 6.74 25.701 -0.169 0.523 0.133
O 3.916 7.1 24.35 0.023 0.04 0.559
O 0.731 10.255 27.734 -0.206 -0.36 -0.131
O 2.693 5.149 23.153 0.207 -0.092 -0.124
O -0.19 11.586 20.035 0.529 0.162 0.462
O 4.468 12.766 28.348 0.153 -0.186 -0.379
O 2.075 1.915 17.477 0.102 0.065 0.353
O -3.9 15.545 24.499 0.012 0.045 0.587
O 3.26 15.206 23.416 0.183 -0.179 -0.095
O 6.614 1.175 26.352 0.28 0.359 0.163
O 0.964 3.486 22.232 -0.18 -0.582 0.114
O 1.903 7.738 22.766 0.356 0.233 -0.448
O 1.063 10.229 23.016 0.395 0.121 -0.195
O 6.505 14.273 25.239 -0.437 0.078 0.038

Results
total energy: -87725.648 eV
total energy less fixed offsets of O -438.35, Si -107.03 eV per atom: 2.652 eV
